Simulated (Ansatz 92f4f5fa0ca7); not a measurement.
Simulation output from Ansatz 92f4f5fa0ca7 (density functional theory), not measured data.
Periodic cell of 223 atoms, Si131O90P2, from a study of silicon, its oxide and their interface. The atomic structure is a simulated model.
Doubt: the cutoff is far below the 930 eV that the study's wrapper takes by default for these files, so forces and energies are approximate.

Settings
functional: PBE
potential files: Ansatz PAW
basis: plane waves
wave-function cutoff: 580 eV
density cutoff ratio: 5
exchange-correlation grid ratio: 1
k mesh: 1 x 1 x 1, Gamma-centred
self-consistency stop: 5e-08 eV per atom in the density residual
occupations: fixed
spin: none
net charge: 0

Cell vectors (angstrom)
a, 10.938, 0, 0
b, 0, 10.938, 0
c, 0, 0, 32.1988

Atoms: element, x, y, z (angstrom)
Si, 10.5965, 0.221, 24.8567
Si, 5.7463, 10.6741, 24.7427
Si, 2.487, 2.9093, 24.6337
Si, 8.4318, 2.4613, 24.8224
Si, 0.282, 5.1615, 24.752
Si, 5.1628, 5.744, 24.6823
Si, 2.9417, 8.0011, 24.5956
Si, 7.9465, 8.4278, 24.7277
Si, 1.3367, 1.3784, 26.0333
Si, 6.8515, 1.3075, 26.1162
Si, 4.0511, 4.102, 25.9799
Si, 9.6118, 4.0582, 26.0815
Si, 1.4041, 6.8226, 25.9955
Si, 6.7737, 6.8466, 26.0233
Si, 4.107, 9.5314, 25.9951
Si, 9.4752, 9.5637, 26.1376
Si, 2.7335, -0.0118, 27.346
Si, 8.1681, -0.0239, 27.5462
Si, 0.0146, 2.7157, 27.4827
Si, 5.445, 2.7429, 27.3596
Si, 2.7331, 5.4629, 27.4214
Si, 8.1897, 5.467, 27.3559
Si, 0.0009, 8.1785, 27.3696
Si, 5.4428, 8.195, 27.4434
Si, 4.0867, 1.3669, 28.7407
Si, 9.5771, 1.3551, 28.8366
Si, 1.3675, 4.1125, 28.8075
Si, 6.8303, 4.0966, 28.743
Si, 4.0943, 6.8186, 28.7993
Si, 9.5615, 6.8235, 28.7482
Si, 1.3718, 9.5596, 28.7396
Si, 6.7899, 9.5473, 28.846
Si, 0.0191, -0.0212, 30.1519
Si, 5.4423, 0.0173, 30.1554
Si, 2.7374, 2.7317, 30.144
Si, 8.195, 2.7424, 30.1469
Si, -0.0108, 5.4772, 30.1484
Si, 5.4781, 5.4597, 30.1444
Si, 2.7269, 8.2041, 30.1417
Si, 8.2098, 8.1887, 30.1506
Si, 1.3673, 1.3673, 31.515
Si, 6.8362, 1.3673, 31.515
Si, 4.1018, 4.1018, 31.515
Si, 9.5708, 4.1018, 31.515
Si, 1.3673, 6.8362, 31.515
Si, 6.8362, 6.8362, 31.515
Si, 4.1018, 9.5708, 31.515
Si, 9.5708, 9.5708, 31.515
Si, 2.7345, 0, 0.6835
Si, 8.2035, 0, 0.6835
Si, 0, 2.7345, 0.6835
Si, 5.469, 2.7345, 0.6835
Si, 2.7345, 5.469, 0.6835
Si, 8.2035, 5.469, 0.6835
Si, 0, 8.2035, 0.6835
Si, 5.469, 8.2035, 0.6835
Si, 4.1196, 1.3694, 2.068
Si, 9.5686, 1.3525, 2.0685
Si, 1.3497, 4.1332, 2.0203
Si, 6.8449, 4.0835, 2.0674
Si, 4.0834, 6.8578, 2.0224
Si, 9.5672, 6.8346, 2.0477
Si, 1.3807, 9.5664, 2.0516
Si, 6.8331, 9.5869, 2.0646
Si, 0.0277, -0.0134, 3.4143
Si, 5.4808, 0.0047, 3.491
Si, 2.7828, 2.8479, 3.3402
Si, 8.1925, 2.6918, 3.4788
Si, -0.0003, 5.4752, 3.4229
Si, 5.4218, 5.4765, 3.3448
Si, 2.7671, 8.2227, 3.436
Si, 8.2043, 8.202, 3.4001
Si, 1.4508, 1.4266, 4.6656
Si, 6.9034, 1.2675, 4.936
P, 4.204, 4.0788, 4.6712
Si, 9.6116, 4.0484, 4.7887
Si, 1.4189, 6.8213, 4.7658
Si, 6.7931, 6.8304, 4.7261
Si, 4.1636, 9.5333, 4.8721
Si, 9.6173, 9.5011, 4.7972
Si, 2.8163, 0.1189, 6.063
Si, 8.2646, -0.1346, 6.2785
Si, 0.0745, 2.6603, 6.1223
P, 6.0659, 2.1432, 6.8514
Si, 2.8801, 5.4127, 5.9508
Si, 8.116, 5.3859, 6.0168
Si, 0.0533, 8.1364, 6.1552
Si, 5.556, 8.1578, 6.281
Si, 4.0101, 1.4982, 7.6251
Si, 9.8625, 1.1008, 7.491
Si, 1.8128, 3.7823, 7.2381
Si, 6.6703, 4.2527, 7.5135
Si, 4.3896, 6.4909, 7.4739
Si, 9.3756, 6.8404, 7.3508
Si, 1.1963, 9.9002, 7.2925
Si, 7.2285, 9.1491, 7.6969
O, 8.3705, 7.9871, 7.9661
O, 2.995, 2.7801, 7.8105
O, 9.5286, 1.3475, 24.2664
O, 4.0602, 6.8614, 24.1201
O, 0.0719, -0.0143, 7.9813
O, 5.4338, 5.2779, 7.9346
O, 6.8563, 9.5634, 24.1979
O, 1.3738, 4.0517, 24.1637
O, 3.7428, 7.164, 8.8666
O, 1.2356, 4.5027, 8.5827
O, 9.885, 5.9014, 8.619
O, 2.2312, 9.353, 8.4497
O, 7.5012, 3.9319, 8.9121
O, 4.3056, 0.9141, 9.1522
O, 6.7838, 9.5096, 9.2416
O, 9.2216, 1.836, 8.8236
O, 7.7161, 3.1446, 23.5153
O, 10.5047, 5.8373, 23.4434
O, 5.1021, 0.4331, 23.4061
O, 5.872, 5.0867, 23.3511
O, 3.1121, 2.1988, 23.2691
O, 2.3019, 8.7116, 23.229
O, 8.6204, 7.741, 23.3876
O, 0.2447, 10.3433, 23.5755
Si, 4.4015, 1.5621, 22.468
Si, 3.5269, 7.8807, 14.0362
Si, 7.1453, 0.9378, 14.658
Si, 0.954, 9.3479, 22.5199
Si, 1.1933, 4.2547, 11.8434
Si, 6.2992, 8.9342, 15.3173
Si, 0.7425, 1.317, 12.2963
Si, 8.6493, 4.9322, 20.5093
Si, 0.4006, 5.6747, 9.3078
Si, 5.1483, 3.1053, 17.9634
Si, 0.9336, 3.7286, 16.7575
Si, 10.4348, 2.8265, 19.2321
Si, 5.3086, 1.133, 10.4506
Si, 0.9202, 0.1594, 19.842
Si, 6.6811, 9.4, 10.8804
Si, 9.3793, 9.6536, 18.3181
Si, 9.4438, 9.1909, 12.5668
Si, 6.5813, 3.8386, 22.5805
Si, 2.4375, 8.0297, 9.3606
Si, 10.6312, 7.339, 17.0811
Si, 2.5563, 6.2575, 16.5955
Si, 10.2151, 4.4588, 14.1932
Si, 6.1791, 9.1624, 18.5155
Si, 8.0082, 2.5605, 9.65
Si, 8.9511, 2.1043, 12.4828
Si, 5.3791, 6.2242, 18.0758
Si, 3.959, 0.5348, 19.4706
Si, 4.2757, 3.8021, 12.0884
Si, 5.5755, 6.5447, 12.1439
Si, 8.0501, 2.48, 17.2252
Si, 4.392, 2.4637, 14.9869
Si, 1.5879, 1.1852, 15.2668
Si, 1.6283, 9.363, 12.0295
Si, 8.0883, 6.8125, 13.8651
Si, 10.4236, 9.8011, 15.4828
Si, 9.8144, 7.0046, 22.5499
Si, 8.1436, 5.4594, 17.4041
O, 6.0804, 7.8891, 11.277
O, 6.0567, 9.1715, 16.8981
O, 7.7341, 1.3169, 13.1908
O, 0.9972, 1.7223, 13.8537
O, 9.4518, 6.2471, 16.8783
O, 6.7968, 6.162, 13.1411
O, 5.1678, 4.6437, 18.6277
O, 9.2717, 2.1295, 18.2726
O, 2.4028, 0.0798, 19.0762
O, 9.4461, 10.1983, 16.7549
O, 2.8021, 4.4099, 11.7064
O, 5.1039, 10.3005, 19.1069
O, 9.4859, 3.1554, 13.5799
O, 0.4912, 1.7473, 19.9641
O, 3.2086, 1.3239, 15.126
O, 8.1971, 5.3538, 19.0181
O, 3.9322, 6.5872, 17.4085
O, 4.642, 3.256, 16.4039
O, 9.0797, 5.6132, 14.3152
O, 5.4588, 2.7538, 22.1317
O, 10.7568, 4.1873, 15.6879
O, 0.3765, 3.8476, 18.2882
O, 10.4635, 10.5018, 19.2038
O, 9.684, 9.9717, 14.0249
O, 10.9091, 8.119, 22.0944
O, 1.2031, 2.141, 16.5237
O, 9.7557, 3.7289, 20.4173
O, 8.1872, 4.0053, 16.6798
O, 0.0129, 9.0542, 11.8979
O, 6.6356, 2.4102, 18.0389
O, 5.595, 10.628, 11.2368
O, 7.7906, 9.5711, 18.8397
O, 10.0905, 0.971, 12.094
O, 1.1257, 7.111, 9.1578
O, 0.6231, 4.7372, 13.2988
O, 5.7557, 7.6003, 18.9892
O, 5.2613, 5.0232, 11.5449
O, 2.7521, 6.9411, 15.1284
O, 0.959, 2.6811, 11.4426
O, 0.8961, 10.6618, 15.543
O, 2.4932, 8.5714, 10.8902
O, 4.6824, 2.3607, 11.3725
O, 4.2209, 3.5132, 13.7254
O, 2.273, 4.642, 16.527
O, 10.7618, 8.2189, 15.7032
O, 6.9395, 10.273, 14.6741
O, 2.38, 8.8953, 13.4187
O, 8.0409, 1.4917, 15.9207
O, 4.1644, 6.945, 12.8647
O, 4.221, 1.9906, 18.7366
O, 7.3098, 4.4041, 21.2557
O, 8.5462, 2.9358, 11.1443
O, 1.2141, 6.8183, 17.3677
O, 5.6928, 1.5899, 14.7027
O, 8.1691, 9.6933, 11.6002
O, 9.2232, 6.2711, 21.2314
O, 9.0188, 7.6572, 12.8559
O, 1.7106, 0.0688, 11.8739
O, 6.6744, 6.1156, 17.0591
O, 7.437, 7.7801, 15.0274
O, 1.2409, 10.2745, 21.2185
O, 10.0799, 8.1787, 18.359
O, 3.9737, 0.8274, 21.0844
O, 0.3313, 5.2252, 10.8551
O, 6.7661, 1.5493, 9.8708
O, 4.811, 8.6627, 14.6874

Results
free energy: -135976.220 eV
free energy less fixed offsets of O -568.88, P -755.39, Si -635.61 eV per atom: -1.330 eV

Forces (eV/angstrom), in the order of the atoms: element, x, y, z
Si, -0.0006, 0.0001, -0.0031
Si, 0.0005, 0.001, -0.0014
Si, -0.0004, -0.0009, -0.0024
Si, -0.0003, -0.001, 0
Si, -0.0007, -0.0005, -0.0013
Si, 0.0016, -0.0003, -0.0029
Si, -0.001, 0.0015, -0.0044
Si, 0.0009, 0.0001, -0.0021
Si, -0.001, 0.0005, 0.0002
Si, 0.0013, -0.0008, -0.0002
Si, -0.0002, -0.0006, -0.0004
Si, 0.0013, -0.0015, -0.0007
Si, -0.0004, 0.0001, -0.0015
Si, -0.0004, 0.0002, -0.0004
Si, 0.0006, 0, -0.0009
Si, -0.0003, 0.0011, 0.0002
Si, 0.0001, 0.0005, 0.0013
Si, 0.0003, 0.0018, -0.0029
Si, -0.0008, -0.001, -0.0032
Si, -0.0001, 0.0005, 0.0007
Si, -0.0014, 0.0005, 0.0002
Si, -0.0001, 0.0001, 0.001
Si, 0.0002, -0.0001, 0.001
Si, 0.001, 0.0006, -0.0011
Si, 0, 0.0015, -0.0007
Si, 0.0002, -0.0003, 0.0012
Si, 0.0002, -0.0005, 0.0014
Si, -0.0017, -0.0004, -0.0008
Si, 0.0016, -0.0001, 0.0017
Si, 0.0005, 0.0007, -0.0009
Si, -0.0003, -0.0014, -0.0012
Si, -0.001, -0.0007, 0.0018
Si, -0.0003, 0.0026, -0.0009
Si, 0.0016, 0.0007, -0.0012
Si, 0.0004, 0.0007, -0.0003
Si, -0.0004, -0.0011, -0.0005
Si, 0.0001, 0.0015, -0.0012
Si, -0.001, 0, 0
Si, -0.002, 0.0003, -0.0005
Si, -0.0013, 0.0004, -0.0009
Si, 0.0777, -0.0464, 0.0074
Si, -0.0539, 0.0914, -0.0393
Si, 0.0605, -0.0644, -0.0065
Si, -0.0988, 0.0218, -0.0311
Si, -0.0584, 0.0572, -0.0752
Si, 0.0462, -0.1051, 0.0401
Si, -0.0874, 0.0603, -0.0218
Si, 0.0467, -0.0853, 0.008
Si, 0.0598, 0.0497, 0.1429
Si, -0.0133, 0.0057, 0.0224
Si, -0.1595, -0.0739, 0.0441
Si, 0.1557, -0.108, 0.072
Si, -0.1161, 0.1857, -0.2711
Si, 0.0034, -0.1276, 0.1088
Si, 0.0811, -0.0779, 0.0737
Si, 0.056, 0.1889, -0.0328
Si, -0.0043, -0.0011, 0.0015
Si, 0.0012, -0.0036, -0.0038
Si, -0.0128, -0.0113, -0.0087
Si, -0.0009, 0.0058, 0.0038
Si, 0.013, 0.0129, -0.0098
Si, -0.0005, -0.0011, -0.0041
Si, 0.0012, -0.0017, -0.004
Si, 0.0033, -0.0013, -0.0009
Si, 0.0048, -0.0033, 0.0049
Si, -0.0117, 0.0041, 0.0053
Si, 0.013, 0.013, 0.0043
Si, -0.0082, 0.0086, 0.007
Si, 0.0053, -0.0071, 0.0049
Si, -0.0091, -0.0145, 0.004
Si, 0.0071, -0.0018, 0.0032
Si, 0.0041, -0.0013, 0.0082
Si, -0.0039, -0.0011, -0.0057
Si, 0.0228, -0.0185, -0.0283
P, 0.01, -0.013, -0.0216
Si, -0.0028, 0.0041, -0.0083
Si, -0.0126, 0.0096, 0.0021
Si, 0.0024, 0.0015, -0.0008
Si, -0.001, 0.0023, -0.0099
Si, -0.013, 0.0039, -0.0055
Si, 0.0087, -0.0074, 0.0062
Si, 0.0091, -0.0029, -0.0103
Si, 0.0046, -0.0111, 0.0033
P, 0.0208, -0.0088, 0.0512
Si, -0.0099, 0.0203, -0.0163
Si, 0.0044, 0.0014, 0.0041
Si, -0.0041, 0.0044, 0.0043
Si, 0.0135, -0.0024, 0.0055
Si, -0.0369, -0.0158, 0.0204
Si, 0.005, -0.0197, 0.0035
Si, 0.015, -0.0206, -0.0034
Si, 0.0136, 0.0417, 0.0229
Si, 0.0011, -0.0014, 0.0058
Si, -0.0379, 0.0398, 0.0249
Si, -0.0229, 0.014, 0.0195
Si, 0.0227, -0.0259, 0.0116
O, -0.004, -0.0236, -0.0215
O, -0.0195, -0.001, -0.0093
O, 0.0002, -0.0003, -0.0004
O, -0.0011, 0.0002, 0.0031
O, 0.0178, 0.0174, -0.0203
O, 0.0167, 0.0001, 0.007
O, -0.0006, -0.0007, 0.0008
O, 0.001, 0.0011, 0.0012
O, 0.009, -0.0049, -0.0013
O, 0.0126, -0.0258, 0.0035
O, -0.0107, -0.0022, -0.0113
O, 0.0002, 0.0016, -0.0074
O, -0.0041, -0.022, -0.0131
O, 0.0147, 0.0036, 0.0027
O, 0.0036, -0.001, -0.0188
O, 0.0021, -0.0052, -0.0099
O, 0.0001, 0.0004, 0.0006
O, 0.0005, -0.0006, 0.001
O, 0.0003, -0.0003, 0.0005
O, -0.001, 0.0007, 0.0007
O, 0, 0.0006, 0.0008
O, 0.0013, -0.0013, 0.0016
O, 0, -0.0003, 0.0006
O, 0.0006, -0.001, 0.0018
Si, 0.0004, 0.0004, -0.0004
Si, -0.0008, -0.0005, 0
Si, 0.0041, -0.003, 0.0015
Si, -0.0011, 0.0011, -0.0002
Si, -0.0013, 0.0043, 0.0013
Si, -0.0003, -0.0006, 0.0011
Si, -0.0005, -0.0044, -0.001
Si, -0.0001, 0.0007, -0.0006
Si, -0.0308, 0.0014, 0.0218
Si, -0.0005, 0.0007, -0.001
Si, 0.001, 0, 0.0032
Si, 0.0001, -0.0004, -0.0007
Si, -0.0158, -0.0032, -0.0015
Si, -0.0003, 0.0001, -0.001
Si, 0.0028, 0.0013, 0.0017
Si, 0.0003, 0.0006, -0.0002
Si, -0.0015, 0.002, -0.0012
Si, 0.0004, -0.0008, -0.0007
Si, 0.0046, 0.0163, 0.001
Si, -0.0007, 0.002, 0.0006
Si, -0.0005, 0.0013, -0.0006
Si, 0.0047, 0.0147, -0.0015
Si, -0.0002, 0.0007, 0
Si, 0.0076, 0.0312, -0.008
Si, 0.0072, -0.0066, 0.0035
Si, -0.0003, 0.0004, -0.0002
Si, -0.0006, 0.0003, -0.0003
Si, -0.002, 0.0031, 0.0049
Si, 0.0003, 0, 0.002
Si, 0.0013, 0.0009, 0.0012
Si, -0.0065, 0.0049, 0.0038
Si, -0.0011, -0.0015, 0.0027
Si, 0.0001, 0.0007, 0.0011
Si, 0.001, -0.0004, 0.0014
Si, -0.0001, 0.0014, 0.0008
Si, -0.0007, 0.0009, -0.0009
Si, 0, 0.0001, 0.0005
O, -0.0021, -0.0043, -0.0004
O, -0.0003, 0.0003, -0.001
O, -0.0063, -0.004, -0.0036
O, -0.0011, 0.0019, 0
O, -0.0007, -0.0005, -0.0005
O, 0.0005, -0.0003, -0.001
O, -0.0002, 0.0004, 0
O, -0.0001, 0.0003, -0.0004
O, 0.0004, 0.0002, 0.0002
O, 0, -0.0003, -0.0006
O, -0.003, 0.0008, -0.0024
O, 0.0003, -0.0002, -0.0002
O, -0.0082, -0.0103, -0.0008
O, -0.0001, 0.0003, 0
O, 0.002, -0.0021, 0.0004
O, -0.0006, 0.0003, -0.0008
O, 0.0013, 0.0005, 0.0003
O, -0.0012, 0.001, 0.0025
O, -0.0028, 0.0046, -0.0012
O, -0.0002, 0.0003, 0.0003
O, 0.0008, -0.0017, 0.0106
O, 0.0005, 0.0009, -0.0004
O, -0.0003, 0.0002, 0
O, -0.001, 0.0005, -0.0006
O, 0.0002, -0.0001, 0.0002
O, 0.0003, -0.0027, 0.0016
O, -0.0001, 0.0003, 0.0006
O, -0.0008, 0.0004, -0.0009
O, -0.0001, -0.0006, -0.0013
O, -0.0022, 0, 0.0007
O, -0.0063, 0, 0.0014
O, -0.0004, 0.0002, -0.0002
O, -0.0022, -0.0033, -0.0026
O, 0.0009, 0.029, -0.0079
O, 0.0061, 0.0031, -0.0035
O, -0.0002, 0.0002, -0.0004
O, 0.0009, 0.0025, -0.0023
O, -0.0004, 0.0012, -0.0008
O, 0, 0.0057, -0.0059
O, -0.0004, -0.0009, 0
O, -0.0008, 0.0042, 0.0035
O, 0.0025, -0.0049, -0.0068
O, -0.0011, 0.0043, -0.003
O, 0.002, 0.0004, -0.0008
O, -0.0003, -0.0006, -0.0008
O, 0.0008, 0.0003, -0.0012
O, 0.0005, -0.0001, 0.0001
O, 0.0021, -0.0001, -0.0026
O, -0.0014, 0.0014, 0
O, 0.0001, 0.0003, -0.0002
O, 0.0006, 0.0003, -0.0007
O, 0.0088, 0.0157, 0.0038
O, 0.0001, 0, -0.0006
O, 0.0046, -0.0059, -0.0005
O, 0.0019, -0.0005, -0.0001
O, -0.0004, -0.0003, -0.0006
O, 0.0011, 0.0009, -0.0029
O, -0.0007, 0.0012, -0.002
O, -0.0003, 0.0006, -0.0007
O, -0.0002, 0.0012, 0.0003
O, -0.0002, 0.0003, 0
O, 0.0003, 0.0004, 0.0002
O, -0.0003, -0.0006, -0.0011
O, -0.0032, -0.0033, 0.0073
O, -0.0158, -0.0172, -0.0153
O, -0.0002, 0.0009, -0.0005

The program warned: the cutoff lies below the one the program advises for these potential files; the exchange-correlation potential is rough where the density is thin.
